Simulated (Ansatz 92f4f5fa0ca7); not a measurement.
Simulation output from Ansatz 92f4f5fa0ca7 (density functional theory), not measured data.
Periodic cell of 223 atoms, Si131O90As2, from a study of silicon, its oxide and their interface. The atomic structure is a simulated model.
Doubt: the cutoff is far below the 930 eV that the study's wrapper takes by default for these files, so forces and energies are approximate.
This geometry differs little from another in the collection (a relaxation step or a small displacement).

Settings
functional: PBE
potential files: Ansatz PAW
basis: plane waves
wave-function cutoff: 580 eV
density cutoff ratio: 5
exchange-correlation grid ratio: 1
k mesh: 1 x 1 x 1, Gamma-centred
self-consistency stop: 5e-08 eV per atom in the density residual
occupations: fixed
spin: none
net charge: 0

Cell vectors (angstrom)
a  10.938  0  0
b  0  10.938  0
c  0  0  32.1988

Atoms and the computed forces on them: element, x, y, z (angstrom), force x, y, z (eV/angstrom)
Si  10.5935  0.2256  24.8605  0.0018  -0.0006  -0.0016
Si  5.7439  10.6783  24.7469  -0.0009  0.0002  -0.0003
Si  2.4831  2.9155  24.6406  0.0004  0.0002  0.0001
Si  8.4298  2.4647  24.8233  -0.0013  0.0007  -0.0016
Si  0.2784  5.1669  24.7547  0.0011  0.0008  -0.0001
Si  5.1597  5.7483  24.6875  0.0003  0.0007  0.002
Si  2.9394  8.006  24.5984  0.0013  -0.0002  0.0003
Si  7.9442  8.4337  24.7328  -0.0007  -0.0008  -0.0008
Si  1.3334  1.3824  26.0372  -0.0009  -0.0001  0.0003
Si  6.8503  1.3115  26.1179  -0.0002  -0.0002  0.001
Si  4.0485  4.1064  25.9846  -0.0004  0.001  0.0011
Si  9.6092  4.0614  26.0831  0  -0.0001  0.0004
Si  1.4012  6.8275  25.9976  -0.0001  -0.0007  0.001
Si  6.7721  6.8506  26.0264  -0.0014  0.0001  0.0002
Si  4.1046  9.5353  25.9985  0.0009  -0.0004  0.0005
Si  9.4725  9.569  26.1418  0.0002  0.0003  0.0014
Si  2.7308  -0.0085  27.3486  0.0006  -0.0001  0.0026
Si  8.1655  -0.0195  27.5491  0.0005  0.0015  -0.0088
Si  0.0112  2.719  27.4853  0.0008  0.0001  -0.0065
Si  5.4432  2.7457  27.361  -0.0001  0.0005  0.0022
Si  2.7302  5.467  27.4242  -0.0004  -0.0007  -0.0056
Si  8.1875  5.4697  27.3579  -0.0006  0.0007  0.0022
Si  -0.0016  8.1823  27.3721  0.0007  -0.0004  0.0017
Si  5.4408  8.1984  27.4461  0.0006  0.0005  -0.0051
Si  4.0858  1.3695  28.7418  -0.0007  0.0018  -0.0023
Si  9.5747  1.3578  28.8382  0.0005  -0.0002  0.0078
Si  1.366  4.1144  28.8085  0.0007  0.0017  0.0055
Si  6.8284  4.0983  28.744  -0.0014  -0.0009  -0.0028
Si  4.0933  6.8207  28.8008  0.0014  -0.0006  0.004
Si  9.5601  6.8256  28.7503  0  0.0005  -0.0022
Si  1.3703  9.5616  28.7421  -0.0009  0  -0.0028
Si  6.7886  9.5507  28.8472  -0.0043  -0.0021  0.0082
Si  0.0172  -0.0187  30.1528  0  0.0014  -0.0007
Si  5.4404  0.0194  30.1562  0.003  -0.0009  -0.0023
Si  2.7361  2.7329  30.1444  0.0006  0  -0.0013
Si  8.193  2.7446  30.1478  -0.0008  -0.0013  -0.0013
Si  -0.0117  5.478  30.1492  0.0008  -0.0018  -0.0014
Si  5.4774  5.4608  30.145  -0.0011  0.0006  -0.001
Si  2.7264  8.2053  30.1427  0.0005  -0.0008  -0.0003
Si  8.2076  8.1908  30.1512  -0.0014  0.0001  -0.0012
Si  1.3673  1.3673  31.515  0.079  -0.0327  0.0121
Si  6.8362  1.3673  31.515  -0.052  0.0917  -0.0318
Si  4.1018  4.1018  31.515  0.0618  -0.066  -0.0047
Si  9.5708  4.1018  31.515  -0.1024  0.0278  -0.0255
Si  1.3673  6.8362  31.515  -0.064  0.0652  -0.0655
Si  6.8362  6.8362  31.515  0.0372  -0.102  0.0446
Si  4.1018  9.5708  31.515  -0.0992  0.0632  -0.0155
Si  9.5708  9.5708  31.515  0.0418  -0.0796  0.0128
Si  2.7345  0  0.6835  0.0294  -0.0108  0.0937
Si  8.2035  0  0.6835  -0.0286  0.0227  0.0034
Si  0  2.7345  0.6835  -0.1197  -0.0567  0.0013
Si  5.469  2.7345  0.6835  0.1297  -0.0791  0.0803
Si  2.7345  5.469  0.6835  -0.1067  0.1869  -0.2101
Si  8.2035  5.469  0.6835  0.0618  -0.0916  0.0726
Si  0  8.2035  0.6835  0.0943  -0.0937  0.0824
Si  5.469  8.2035  0.6835  0.0371  0.1323  -0.0623
Si  4.1111  1.3666  2.0583  -0.002  0.0014  -0.004
Si  9.5745  1.3526  2.0615  0.0032  0.0022  -0.007
Si  1.3454  4.1345  2.0237  -0.0096  -0.0038  -0.0099
Si  6.8453  4.0935  2.0595  -0.0019  0.003  -0.0035
Si  4.0829  6.8608  2.0291  0.0047  0.0088  -0.0103
Si  9.5705  6.8338  2.0518  -0.0013  0.0001  -0.0055
Si  1.381  9.564  2.0538  -0.0013  -0.0002  -0.0044
Si  6.8338  9.58  2.0574  -0.0022  -0.0021  -0.0044
Si  0.0174  -0.023  3.4126  0.0015  -0.0065  0.0106
Si  5.469  -0.0083  3.4652  0.0004  0.0043  0.0111
Si  2.7484  2.8103  3.3317  0.015  0.004  0.0106
Si  8.2033  2.7046  3.4531  -0.0058  0.0022  0.0115
Si  0.0018  5.4769  3.4366  0.0043  0.002  0.0121
Si  5.4547  5.5065  3.3432  -0.0027  -0.0114  0.0121
Si  2.7648  8.2238  3.4484  -0.0002  -0.0005  0.0123
Si  8.2119  8.2099  3.3999  0.004  0.0002  0.0103
Si  1.4211  1.4121  4.6656  -0.0091  0.0046  -0.0074
Si  6.9232  1.2481  4.8517  -0.0023  -0.0019  -0.005
As  4.2759  4.0001  4.7856  0.0021  -0.0033  -0.0101
Si  9.5988  4.0581  4.7979  -0.0006  -0.0002  -0.0056
Si  1.4179  6.8262  4.7899  -0.0048  0.004  -0.0089
Si  6.8062  6.8574  4.7307  -0.0037  0.0056  -0.0056
Si  4.1536  9.5492  4.8816  0.0008  0.0017  -0.0073
Si  9.6127  9.5053  4.8031  -0.0069  0.0035  -0.0109
Si  2.7835  0.1197  6.078  -0.0005  -0.0198  0.0006
Si  8.2559  -0.1169  6.2706  -0.0017  0.0073  0.0081
Si  0.0601  2.6611  6.1194  -0.0038  -0.0055  0.0011
As  6.1649  2.043  6.9537  -0.0051  0.0031  0.0014
Si  2.8483  5.4552  6.0509  0.0026  -0.0045  -0.0044
Si  8.1261  5.422  6.0338  0.0104  0.0036  0.0017
Si  0.0459  8.1473  6.1623  0.0033  -0.0047  0.0002
Si  5.5566  8.179  6.2794  0.0066  0.0019  0.0051
Si  3.9375  1.4841  7.68  0.0248  0.016  0.0196
Si  9.8413  1.1154  7.5022  -0.0098  -0.0115  -0.0079
Si  1.7628  3.7887  7.2785  0.0068  0.0103  0.0141
Si  6.6961  4.324  7.5648  -0.0063  -0.0165  0.0117
Si  4.4  6.5403  7.516  -0.0041  -0.0006  0.0122
Si  9.3721  6.8792  7.3748  -0.0043  0.0091  0.0036
Si  1.1673  9.9061  7.3076  -0.0056  0.0019  0.0081
Si  7.2158  9.1823  7.7007  0.0041  0.0097  -0.0116
O  8.3615  8.0273  7.9699  -0.0083  -0.0224  0.0065
O  2.9473  2.7853  7.8511  -0.0058  -0.0048  -0.0098
O  9.5266  1.3511  24.2664  0.0004  0.0001  0.0019
O  4.0575  6.8654  24.125  0.0002  0.0001  -0.0016
O  0.0442  -0.0062  7.9916  0.0157  0.0171  -0.0016
O  5.4572  5.342  7.9909  0.0061  -0.0044  -0.0082
O  6.8528  9.5671  24.2013  0.0005  0.0003  0.0003
O  1.3713  4.0577  24.168  -0.0011  -0.0009  -0.0005
O  3.797  7.2473  8.9095  0.0029  0.0013  -0.0036
O  1.108  4.4249  8.6322  -0.002  -0.0015  -0.0014
O  9.864  5.975  8.673  -0.0019  0.0005  -0.0039
O  2.1919  9.3691  8.478  -0.0002  0.0041  -0.0056
O  7.5352  3.9789  8.9536  0.0011  0.0079  -0.0006
O  4.2591  0.9206  9.2109  -0.0079  -0.0035  -0.002
O  6.7737  9.5446  9.249  -0.0014  -0.0016  0.001
O  9.1983  1.8365  8.8449  -0.0015  0.0029  0.0009
O  7.7134  3.1486  23.5166  0.0009  -0.0007  0.0008
O  10.5016  5.8418  23.4453  0.0004  -0.0004  0.0007
O  5.0993  0.4383  23.4112  0.0003  -0.0003  0.0002
O  5.8677  5.0902  23.3568  0.0002  -0.0004  -0.001
O  3.1087  2.2049  23.2772  -0.0005  0.0005  0.0004
O  2.3021  8.7164  23.2306  -0.0003  0  0.0004
O  8.6208  7.7495  23.3935  -0.0005  0.0004  0.0004
O  0.2437  10.3445  23.5825  -0.001  0.001  0.0008
Si  4.3967  1.568  22.476  0.0001  -0.0003  0.0003
Si  3.5126  7.9032  14.0494  0  0.0005  0.0004
Si  7.1308  0.9572  14.674  0.0002  -0.0003  0.0014
Si  0.953  9.3527  22.5242  0.0002  0  0
Si  1.1764  4.2854  11.8719  0.0012  0.0001  -0.0002
Si  6.2843  8.9517  15.3336  -0.0002  0  0.0011
Si  0.7411  1.342  12.3101  0.0006  -0.0005  0.0003
Si  8.6417  4.9431  20.5174  0.0002  -0.0002  -0.0002
Si  0.3775  5.6792  9.3375  0.0053  -0.0014  -0.003
Si  5.1416  3.1238  17.9868  0  0.0002  0.0008
Si  0.926  3.7478  16.776  0.0003  0.0002  0.0011
Si  10.4309  2.8416  19.2466  0.0003  0.0002  0.0001
Si  5.2819  1.1595  10.4912  -0.0017  -0.001  -0.0006
Si  0.9125  0.172  19.8521  -0.0003  0.0003  -0.0002
Si  6.6725  9.4231  10.8888  -0.0001  0.0005  -0.0007
Si  9.3691  9.6683  18.333  -0.0002  0.0001  0.0006
Si  9.4289  9.2127  12.5833  0.0009  0.0003  -0.0006
Si  6.5766  3.8431  22.5849  -0.0006  0.0005  0.0005
Si  2.4431  8.0471  9.3784  0.0005  -0.0031  0.0006
Si  10.6188  7.3562  17.0914  0.0002  0.0002  0.0009
Si  2.5456  6.2733  16.6055  0.0001  0.0001  0.0011
Si  10.2001  4.477  14.2212  0.0002  0.0007  0.0009
Si  6.1693  9.1762  18.5314  0.0001  -0.0001  0.0008
Si  8.0051  2.5872  9.6802  -0.0012  -0.0017  -0.0015
Si  8.9507  2.1165  12.512  0  -0.0003  0.0006
Si  5.3654  6.2408  18.0918  -0.0001  0.0003  0.0009
Si  3.9488  0.5476  19.4815  0.0001  0.0001  -0.0001
Si  4.2548  3.8301  12.12  -0.0006  0.0002  -0.0011
Si  5.5623  6.5698  12.1541  -0.0008  0.0006  0
Si  8.0401  2.4996  17.2419  0  0  0.0009
Si  4.3814  2.488  15.009  -0.0008  -0.0002  0.0013
Si  1.5823  1.2043  15.2832  0.0001  -0.0001  0.001
Si  1.6124  9.3862  12.0469  -0.0003  -0.0006  -0.0004
Si  8.0745  6.8329  13.8787  0.0003  0.0005  0.001
Si  10.4106  9.821  15.4974  0.0001  0.0003  0.0011
Si  9.8124  7.012  22.5545  -0.0002  0.0001  0.0002
Si  8.1297  5.4763  17.4132  0  0.0003  0.0005
O  6.072  7.9114  11.284  0.0002  -0.0006  0.0014
O  6.0456  9.1846  16.9148  0.0001  0.0001  0
O  7.7304  1.3257  13.2084  -0.0002  0.0002  -0.0005
O  1.0079  1.7462  13.8654  -0.0003  0.0003  0.0002
O  9.4326  6.2719  16.8862  -0.0002  0  -0.0001
O  6.7821  6.187  13.1527  0.0006  0  -0.0001
O  5.1548  4.6629  18.6494  0  0.0002  0.0001
O  9.2684  2.1509  18.2817  0.0001  0.0002  0.0002
O  2.3933  0.0943  19.0821  -0.0001  0  0.0001
O  9.4342  10.2154  16.7707  -0.0001  0.0001  0
O  2.7846  4.4408  11.7314  -0.0003  -0.0001  0.0003
O  5.0947  10.315  19.1193  -0.0002  0.0003  0
O  9.4789  3.164  13.6161  -0.0003  0  -0.0001
O  0.4848  1.7598  19.9779  0.0001  0.0001  0.0002
O  3.205  1.341  15.1558  0.0005  0.0004  -0.0002
O  8.1912  5.3636  19.0257  0  0  0.0004
O  3.9197  6.6044  17.4213  0.0002  0.0001  -0.0001
O  4.6399  3.2741  16.4267  -0.0001  0.0004  -0.0002
O  9.061  5.629  14.3277  0.0001  0.0002  -0.0003
O  5.4545  2.7581  22.1357  0  0.0001  -0.0001
O  10.7411  4.2144  15.718  -0.0001  -0.0002  0.0003
O  0.3778  3.8647  18.3098  -0.0003  0.0001  0.0002
O  10.4525  10.5178  19.2178  0.0003  0.0003  0.0002
O  9.6643  9.9909  14.0431  0  0.0003  0
O  10.9091  8.1236  22.0973  0  0.0001  0.0001
O  1.189  2.16  16.537  0.0001  0.0002  0.0002
O  9.7494  3.7409  20.4318  -0.0001  0.0003  0.0005
O  8.1723  4.0224  16.6873  0  0.0002  -0.0002
O  -0.002  9.0795  11.9166  -0.0003  0.0001  0.0011
O  6.631  2.4333  18.066  -0.0002  0.0001  0.0001
O  5.5925  10.652  11.2609  -0.0008  0.0005  0.0004
O  7.7809  9.5839  18.8554  0  0.0002  0.0002
O  10.0902  0.9857  12.1206  -0.0008  0  0.0003
O  1.1944  7.057  9.1242  -0.0011  -0.0004  0.0012
O  0.6101  4.7557  13.3316  0  0.0004  -0.0001
O  5.7439  7.6151  19.006  0  0.0001  0
O  5.2445  5.0436  11.5657  0.0004  0.0002  0.0003
O  2.7399  6.9579  15.1383  -0.0001  0.0001  0
O  0.9403  2.7132  11.4616  -0.0003  0.0005  0.0005
O  0.8823  10.6836  15.5533  -0.0001  0  -0.0002
O  2.4623  8.5778  10.9108  -0.0013  0.0009  -0.0001
O  4.6508  2.3796  11.4168  0.0005  -0.0001  -0.0011
O  4.1958  3.5478  13.7575  0.0003  0.0001  0.0004
O  2.2671  4.6567  16.5371  0  0.0001  -0.0005
O  10.7526  8.2393  15.7157  0  0.0001  -0.0002
O  6.9168  10.2942  14.692  0.0001  0.0002  -0.0002
O  2.3667  8.922  13.4361  0.0003  -0.0001  0.0003
O  8.022  1.5064  15.9412  0.0002  0.0002  -0.0002
O  4.1514  6.976  12.8719  0  0  0.0002
O  4.2134  2.0063  18.7541  -0.0001  0  0.0002
O  7.3015  4.4134  21.2605  -0.0001  0  0.0003
O  8.5536  2.9498  11.1727  -0.0001  0.0009  -0.0008
O  1.2001  6.8294  17.3757  0.0001  0.0003  -0.0001
O  5.6844  1.6245  14.701  0.0002  -0.0001  0
O  8.1601  9.714  11.6099  0.0001  -0.0002  0.0009
O  9.2149  6.2831  21.2368  0.0001  0.0003  0.0002
O  9.0063  7.6778  12.8713  -0.0001  0  0.0001
O  1.7041  0.0913  11.8811  -0.0002  0.0004  0.0005
O  6.6591  6.1309  17.0733  0.0001  0  -0.0002
O  7.4237  7.8002  15.0414  -0.0001  0  -0.0002
O  1.2373  10.2825  21.2246  0  -0.0003  0.0007
O  10.0729  8.1948  18.3723  -0.0001  0.0001  0
O  3.9611  0.8336  21.0953  -0.0001  0.0002  0.0007
O  0.3194  5.2769  10.8988  -0.0004  0.0007  0.0003
O  6.7263  1.6156  9.9028  0.0012  -0.0005  0.0003
O  4.7955  8.6811  14.706  0.0003  0.0002  0.0001

Results
free energy: -144176.792 eV
free energy less fixed offsets of As -4856.12, O -568.88, Si -635.61 eV per atom: -0.442 eV

The program warned: the cutoff lies below the one the program advises for these potential files; the forces do not sum to zero within the program's tolerance; the exchange-correlation potential is rough where the density is thin.
